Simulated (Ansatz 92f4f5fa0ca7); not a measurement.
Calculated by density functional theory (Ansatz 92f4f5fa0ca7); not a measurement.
Periodic cell of 224 atoms, Si134O86N4, from a study of silicon, its oxide and their interface. The atomic structure is a simulated model.
This geometry differs little from another in the collection (a relaxation step or a small displacement).

Settings: functional r2SCAN; potential files Ansatz PAW; basis plane waves; wave-function cutoff 800 eV; density cutoff ratio 5; exchange-correlation grid ratio 1; k mesh 1 x 1 x 1, shifted by 0.5 0.5 0 of a step; self-consistency stop 1e-10 eV per atom in the density residual; occupations fixed; spin none; net charge 0.

Cell vectors (angstrom)
a 10.88 0 0
b 0 10.88 0
c 0 0 31.912

Atoms: element, x, y, z (angstrom)
Si -0.3135 0.8498 -0.1749
Si 3.0587 2.4217 -0.02
Si -0.3055 5.8622 -0.1129
Si 2.426 8.1119 -0.3487
Si 5.3731 0.2639 -0.125
Si 8.298 2.8674 0.3183
Si 5.8961 4.7882 -0.1427
Si 8.3909 7.9723 -0.1962
Si 1.3512 1.5079 1.3458
Si 4.1629 4.0378 1.2491
Si 1.3268 6.835 1.2366
Si 3.9886 9.5145 0.9539
Si 6.8645 1.3374 1.3524
Si 9.5305 4.3924 1.5002
Si 6.8968 6.6511 1.1048
Si 9.4755 9.7717 0.9724
Si 0.0538 2.9058 2.6865
Si 2.6882 -0.0448 2.5203
Si -0.057 8.3205 2.456
Si 2.7402 5.447 2.5317
Si 5.4514 2.6835 2.673
Si 8.1959 -0.0317 2.6277
Si 5.4124 8.1237 2.3324
Si 8.0543 5.5282 2.8012
Si 1.4265 4.1737 4.0251
Si 4.0439 1.3085 3.9348
Si 1.3255 9.5389 3.9213
Si 4.0956 6.8384 3.8476
Si 6.7541 4.0651 4.0588
Si 9.5393 1.4234 3.9309
Si 6.7545 9.456 3.8498
Si 9.508 6.9479 3.9468
Si -0.0056 0.0485 5.2948
Si 2.7328 2.7191 5.3127
Si -0.0031 5.5359 5.3017
Si 2.7058 8.1618 5.2489
Si 5.4334 -0.0418 5.2628
Si 8.1685 2.7117 5.3467
Si 5.386 5.4796 5.3105
Si 8.1101 8.2067 5.3178
Si 1.3409 1.3962 6.6682
Si 4.0607 4.0939 6.6695
Si 1.3575 6.8452 6.6773
Si 4.0622 9.504 6.637
Si 6.7858 1.3268 6.6573
Si 9.5368 4.1105 6.6595
Si 6.7825 6.8033 6.6663
Si 9.4746 9.5814 6.6444
Si 0.0006 2.7524 8.0538
Si 2.6943 0.0037 7.982
Si -0.0601 8.1991 7.9924
Si 2.6946 5.4401 8.0258
Si 5.447 2.7357 7.9954
Si 8.1252 -0.0074 8.0613
Si 5.4158 8.1478 8.0231
Si 8.1417 5.4306 8.016
Si 1.3485 4.1246 9.4331
Si 4.0634 1.377 9.3121
Si 1.3028 9.5473 9.3372
Si 4.0867 6.7541 9.3835
Si 6.7962 4.0722 9.3978
Si 9.4961 1.3718 9.388
Si 6.7667 9.4789 9.4162
Si 9.4764 6.8092 9.3622
Si -0.0434 0.0013 10.7516
Si 2.7712 2.7396 10.7178
Si -0.0448 5.5101 10.7694
Si 2.6548 8.127 10.6165
Si 5.3705 0.0084 10.6826
Si 8.1445 2.7097 10.7672
Si 5.457 5.4193 10.8046
Si 8.0871 8.0557 10.7941
Si 1.3779 1.4146 12.0242
Si 4.1539 4.019 12.1656
Si 1.3584 6.881 12.1056
Si 3.9528 9.4961 11.9337
Si 6.7485 1.2992 12.0692
Si 9.4766 4.1343 12.1201
Si 6.7415 6.7308 12.3023
Si 9.484 9.4118 12.073
Si 0.0606 2.8029 13.379
Si 2.6066 -0.0786 13.3256
Si -0.0096 8.1982 13.5488
Si 2.704 5.4115 13.3774
Si 5.518 2.637 13.574
Si 8.0715 -0.1528 13.3772
Si 5.2108 8.2197 13.4012
Si 8.1531 5.3077 13.7279
Si 1.196 4.3579 14.7963
Si 4.2362 0.9637 14.5962
Si 0.8606 10.0518 14.8061
Si 3.7361 6.9326 14.7842
Si 7.2881 3.4183 15.0395
Si 9.5163 1.3188 14.4248
Si 6.4618 9.6614 14.802
Si 9.8232 6.5461 14.8704
Si 1.4895 -1.6087 19.5651
Si 2.1733 1.4878 19.3591
Si -4.9735 5.4058 21.5487
Si 1.3421 9.8542 22.448
Si 9.3546 -2.051 22.5605
Si 5.8283 3.4184 17.8513
Si 5.2253 8.0995 16.816
Si 6.0599 6.288 18.6632
Si 8.0139 18.7312 17.0993
Si 7.8997 10.7943 23.8943
Si 7.1416 3.1556 20.5186
Si -1.7626 -6.27 25.0576
Si -6.6977 2.4579 21.3879
Si 8.5383 -5.8026 28.0317
Si 12.2449 2.0415 22.0143
Si 5.4377 3.5131 26.3351
Si 12.4808 0.0968 27.1759
Si 13.816 13.4914 16.761
Si 4.7547 -3.3176 23.26
Si 2.4721 -2.2324 16.8388
Si 1.9697 7.5661 24.3109
Si 6.611 6.2825 25.2235
Si 8.729 5.5011 21.0293
Si 10.6666 -4.8659 23.1178
Si 9.2308 2.3794 22.8824
Si 12.3067 1.7428 29.5754
Si 4.2049 0.9152 25.7589
Si 5.086 10.6667 22.9483
Si -1.588 -2.562 19.7737
Si -0.6387 3.4806 30.0888
Si 3.998 -3.459 29.1548
Si 6.9546 -9.921 26.7346
Si 7.8933 7.9738 27.409
Si 1.6043 -3.0283 27.3553
Si 5.4956 4.9052 28.758
Si 10.7439 8.2676 29.7595
Si 6.2517 9.2469 29.7103
Si 9.4752 -0.5787 27.7223
O 5.1973 -4.4028 -3.2278
O 0.69 0.5958 30.4641
O 2.3839 2.7166 30.4365
O -1.8583 -1.874 26.8152
O 3.2898 7.0957 30.5884
O -1.7222 4.3501 29.3093
O 4.2414 1.3795 -0.4635
O 7.0509 -1.877 28.3446
O 7.1701 3.7941 -0.4297
N 9.5638 2.2396 31.1751
O 9.1589 4.4255 26.6754
O 5.3572 11.3688 26.8945
O 11.1517 2.7156 29.0002
N 9.8088 7.2474 30.9028
O 7.4657 5.5347 22.116
O 0.063 5.4236 15.3603
O 5.4671 0.0418 15.1907
O 3.1466 1.3921 15.7351
O -0.2943 11.1741 15.1642
O 1.4059 9.7233 16.3086
O 4.8783 6.7242 15.9564
N 5.5793 14.5414 21.309
O 6.7903 3.6275 16.5685
O 9.0832 -9.9971 23.4293
O 8.4932 2.3097 15.2653
O 7.3621 6.4807 17.7058
N 6.75 8.7334 16.2811
O 12.8573 9.1207 21.1203
O -5.4955 4.8769 18.3569
O 9.24 7.4049 16.1455
O -6.2633 0.9979 21.9748
O 2.7841 -7.9823 22.1875
O -7.3262 -3.5448 24.3127
O 2.1792 3.8341 16.0037
O 1.0633 1.9855 20.4195
O 1.9355 13.0623 17.9342
O 5.1914 -3.2657 18.3464
O 2.44 7.4519 15.7066
O -2.7187 2.4428 21.608
O 6.1934 6.3237 20.237
O 12.6147 11.4196 22.5399
O 8.7714 3.3278 24.1292
O 1.7659 -1.7875 23.804
O 15.3128 13.7059 17.3161
O 14.5106 12.89 19.9012
O 9.7648 7.3351 22.9511
O 4.7317 17.1351 22.2681
O 12.1955 6.5426 23.2193
O 8.5288 8.6844 18.3929
O -3.4569 0.2953 25.3577
O -2.737 -6.5207 20.0153
O -2.8221 5.7769 24.7944
O 4.0119 9.1696 16.6975
O 10.6324 -1.1075 22.3528
O 13.0497 0.9646 28.413
O 2.1402 -2.5601 18.3971
O 4.7325 -1.8005 22.6253
O 10.0818 -5.7736 21.8811
O 6.5895 2.5789 19.0612
O 12.8283 -0.1045 19.1562
O 11.2862 -3.3739 28.4082
O 8.4731 -1.5815 23.8117
O 10.8236 0.166 27.1175
O -0.0329 -8.3065 22.6447
O 6.6748 -0.0295 22.8713
O 12.2551 -3.5061 25.8214
O -1.6784 6.7195 20.066
O 8.604 -1.9436 21.1142
O 2.6161 0.6228 26.0211
O 2.9519 -3.6554 27.9568
O -5.137 -5.9621 25.5384
O 4.694 3.934 27.7392
O 4.5205 0.0742 24.4259
O 1.2144 8.7268 30.5989
O 10.5113 5.2007 24.504
O 17.6642 2.5855 26.6086
O 4.7013 -2.0242 29.4264
O 6.0941 7.291 24.0927
O 17.867 4.7445 28.2138
O 11.1281 4.6457 30.8331
O 10.7921 8.8966 19.5694
O 4.4218 -8.3536 25.5279
O 1.896 -1.4542 27.3788
O 5.1752 -6.2671 30.3077
O 8.6672 -4.1733 28.095
O -2.6792 0.5041 27.7503
O 6.1425 -0.1586 30.3852
O 9.8752 -1.3071 29.1935
O 7.1191 -2.5205 30.7494
O 6.7936 7.3013 26.4616

Results
free energy: -136299.043 eV
free energy less fixed offsets of N -386.36, O -570.45, Si -639.56 eV per atom: 6.137 eV

Forces (eV/angstrom), in the order of the atoms: element, x, y, z
Si -0.0668 -0.0034 0.1375
Si 0.069 0.0278 0.2565
Si -0.0284 -0.0405 0.2035
Si 0.0603 0.0448 0.1775
Si -0.0558 -0.0152 0.1551
Si -0.0416 0.0207 0.0829
Si 0.1049 0.0396 0.1907
Si 0.0996 0.1208 0.1619
Si 0.0317 -0.0292 0.0757
Si -0.0377 0.0102 -0.0195
Si 0.0326 -0.0139 -0.0607
Si -0.0158 -0.0473 -0.0364
Si 0.0705 -0.0265 0.0708
Si -0.1281 0.0064 0.0744
Si 0.0358 0.0027 0.0459
Si -0.0358 -0.0284 -0.018
Si 0.0595 0.0657 0.0561
Si 0.0014 0.0387 0.0087
Si -0.0297 -0.0268 -0.0139
Si 0.0301 0.0432 0.0331
Si -0.0316 0.0195 0.06
Si -0.0276 0.042 0.0061
Si 0.0174 -0.0027 0.0052
Si 0.02 -0.0141 0.0551
Si -0.0313 0.003 -0.0145
Si -0.0147 -0.0197 -0.0214
Si 0.0428 0.0136 -0.0378
Si 0.0297 -0.0613 -0.0093
Si -0.0076 0.0099 0.0243
Si -0.026 -0.0073 -0.019
Si 0.0016 0.0439 -0.0087
Si -0.0831 0.0162 -0.0269
Si -0.0248 0.024 -0.0321
Si 0.0026 -0.0007 0.0138
Si 0.0217 -0.0222 -0.0145
Si -0.0099 -0.0028 0.0122
Si -0.018 -0.013 0.0025
Si 0.0127 -0.0229 0.0042
Si -0.0082 -0.0138 -0.0052
Si 0.0015 -0.0057 -0.0295
Si 0.0409 -0.0061 -0.0096
Si 0.007 -0.0052 -0.0042
Si -0.0011 0.0159 0.0068
Si 0.0025 0.0028 0.0013
Si 0.0153 0.0236 0.0093
Si -0.0281 0.0076 0.0088
Si -0.001 0.0052 -0.0001
Si -0.0082 -0.0131 0.0134
Si -0.0133 -0.01 -0.0034
Si -0.007 0.0331 -0.0031
Si 0.0002 0.0123 -0.0043
Si -0.0057 -0.0203 -0.0025
Si -0.0331 -0.0091 -0.0069
Si 0.0165 0.0234 -0.0031
Si -0.0186 -0.0321 0.0039
Si 0.0067 -0.0156 -0.0086
Si 0.0133 0.009 0.0141
Si 0.0124 0.0091 -0.0183
Si 0.0048 0.0254 0.0105
Si -0.0038 0.0032 -0.0179
Si 0.0197 -0.0412 0.0176
Si -0.0265 0.0235 0.0064
Si -0.0214 -0.0171 0.0144
Si 0.0143 0.0019 0.0042
Si 0.0462 -0.0257 0.0375
Si -0.0223 0.0124 -0.0227
Si 0.0032 -0.0617 0.0394
Si 0.0257 -0.0139 -0.0253
Si -0.01 0.0199 0.005
Si 0.0188 0.0171 0.0607
Si -0.0251 0.0093 0.0091
Si -0.0255 0.0645 0.0268
Si -0.0008 0.0047 -0.0219
Si -0.0012 -0.0005 -0.0259
Si 0.0312 0.0092 -0.0564
Si -0.0155 0.0106 -0.0862
Si 0.0115 -0.0254 -0.0298
Si 0.0196 -0.0191 -0.029
Si 0.0264 -0.0327 -0.0166
Si -0.014 0.0287 -0.0115
Si -0.0351 -0.0476 -0.0073
Si 0.0375 0.035 -0.0311
Si -0.0112 -0.0217 -0.017
Si -0.0495 -0.0062 0.0493
Si -0.0651 -0.0014 0.0126
Si 0.0039 -0.0102 0.01
Si -0.0356 -0.0096 0.0172
Si -0.0296 0.0448 0.0026
Si -0.0155 -0.0018 -0.2261
Si 0.0859 -0.0154 -0.1884
Si 0.0087 -0.0774 -0.2518
Si 0.0327 0.0528 -0.192
Si -0.0185 0.0228 -0.2619
Si -0.0363 -0.0098 -0.1747
Si 0.0155 0.0479 -0.232
Si 0.0149 -0.0347 -0.2373
Si 0.0219 0.0154 -0.2398
Si 0.0445 -0.0179 -0.1867
Si 0.0266 -0.0462 -0.1584
Si 0.0171 -0.0436 -0.0954
Si 0.0022 -0.005 -0.1163
Si -0.0306 0.0316 -0.3579
Si 0.0708 -0.0003 -0.3007
Si 0.0032 0.1039 -0.3428
Si -0.0747 0.0155 -0.2049
Si -0.0302 0.0526 0.0978
Si -0.0875 -0.0235 -0.1684
Si -0.0411 0.0177 0.2281
Si 0.0047 0.0293 -0.1855
Si 0.0587 0.0527 0.2671
Si 0.0446 -0.0413 -0.1584
Si -0.0256 0.0009 0.1749
Si 0.0102 -0.03 0.2253
Si 0.0233 0.0588 -0.2364
Si 0.0035 -0.0603 -0.0132
Si -0.0526 0.0037 -0.3352
Si -0.0879 0.0134 0.1643
Si 0.0273 -0.0295 0.2428
Si -0.0761 0.0064 -0.1073
Si -0.0192 -0.0047 0.0083
Si 0.0089 0.0285 -0.0471
Si -0.0808 0.0112 0.2565
Si -0.0457 0.0377 0.1605
Si -0.0206 0.0842 0.0049
Si 0.0186 0.0426 -0.248
Si 0.0342 -0.1595 0.2154
Si -0.0665 0.0499 0.2594
Si 0.0031 0.0052 0.1917
Si 0.0265 0.053 0.2459
Si -0.0387 0.0266 0.2934
Si -0.0449 0.008 0.2723
Si 0.0631 -0.0533 0.3039
Si -0.0312 0.0189 0.2069
Si 0.0503 -0.1098 0.2141
O 0.0506 0.0051 -0.0777
O 0.0332 -0.0062 -0.1289
O -0.0443 -0.009 -0.1679
O 0.004 0.0002 -0.097
O 0.0666 -0.0648 -0.1646
O -0.0387 0.039 -0.0964
O 0.0257 -0.0097 -0.0625
O 0.0925 -0.04 -0.1973
O -0.1135 0.0576 -0.1499
N 0.1006 0.1377 -0.1956
O 0.0325 -0.0671 -0.169
O 0.0022 -0.0253 -0.0654
O -0.0194 0.0466 -0.0938
N -0.0468 -0.0024 -0.2268
O 0.0272 0.0259 0.0622
O -0.0032 0.0346 0.067
O -0.027 0.0133 0.109
O -0.0713 0.0121 0.1024
O 0.0241 -0.0186 0.11
O 0.0418 -0.0241 0.2074
O 0.0753 0.013 0.1527
N -0.0164 -0.026 0.0894
O -0.0444 -0.0073 0.2161
O 0.0164 -0.03 -0.0075
O 0.0243 -0.0056 0.0485
O 0.0106 -0.0915 0.1624
N 0.0151 -0.1213 0.1987
O 0.0048 0.0015 0.1297
O -0.027 0.0057 0.0829
O -0.0536 0.0954 0.2061
O 0.0261 -0.0706 0.0388
O -0.0169 0.0214 0.0528
O 0.0239 0.0046 -0.0201
O 0.0696 -0.0695 0.1832
O -0.0552 0.0373 0.1242
O -0.0466 -0.0414 0.1991
O -0.0207 -0.006 0.1426
O -0.0951 -0.0012 0.1346
O 0.0331 -0.0159 0.0867
O 0.0125 -0.0102 0.1827
O -0.0046 -0.016 0.0376
O -0.0169 -0.0443 -0.0398
O 0.01 0.0198 0.0234
O 0.0346 -0.0066 0.1059
O 0.014 0.015 0.105
O -0.0005 0.0076 0.0453
O -0.0355 0.0503 0.0227
O 0.0174 -0.0326 -0.0382
O 0.0632 0.0255 0.1892
O 0.0184 -0.0504 -0.1099
O 0.0596 0.0415 0.0457
O 0.0258 0.0079 -0.0867
O 0.0387 0.0699 0.0948
O -0.0443 0.0189 -0.0011
O 0.0479 -0.0494 -0.1605
O -0.0098 -0.0067 0.1771
O -0.0119 -0.0066 -0.0259
O 0.0626 -0.0223 0.038
O 0.0546 -0.0363 0.2224
O -0.0093 -0.012 0.0596
O 0.0441 -0.0273 -0.1457
O 0.0079 -0.0079 0.0163
O -0.042 0.0529 -0.0911
O -0.0209 0.0235 0.033
O 0.0429 0.0029 -0.0236
O -0.0061 -0.0328 -0.1975
O -0.0133 -0.0535 0.0664
O -0.0173 0.0114 0.1021
O 0.0848 0.0221 -0.1213
O 0.0015 -0.0099 -0.111
O 0.0155 0.0307 -0.0833
O 0.0003 -0.0555 -0.1488
O 0.031 -0.056 -0.0721
O -0.0223 0.0158 -0.0492
O 0.0302 0.0081 -0.0418
O 0.043 0.0226 -0.0462
O -0.0161 0.0026 -0.0833
O -0.0115 0.0583 -0.0684
O 0.0179 -0.043 -0.1172
O -0.0333 -0.0267 -0.0948
O -0.018 -0.0111 0.089
O -0.0099 0.012 -0.0552
O 0.0437 0.006 -0.0676
O -0.005 -0.022 -0.1622
O -0.0299 0.0237 -0.1107
O -0.0494 0.0505 -0.0659
O 0.0481 -0.0042 -0.146
O -0.0671 0.0705 -0.1305
O -0.0687 -0.0935 -0.0627
O -0.068 -0.068 -0.1203

The program warned: the cutoff lies below the one the program advises for these potential files; the forces do not sum to zero within the program's tolerance; empty levels may hold ghost states of the PAW files; the exchange-correlation potential is rough where the density is thin.
